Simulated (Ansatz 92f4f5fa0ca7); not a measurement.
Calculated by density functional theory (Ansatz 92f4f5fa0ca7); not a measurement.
Periodic cell of 434 atoms, Si262O172, from a study of silicon, its oxide and their interface. The atomic structure is a simulated model.
Doubt: the cutoff is far below the 930 eV that the study's wrapper takes by default for these files, so forces and energies are approximate.
This geometry differs little from another in the collection (a relaxation step or a small displacement).

Settings
functional: PBE
potential files: Ansatz PAW
basis: plane waves
wave-function cutoff: 430 eV
density cutoff ratio: 5
exchange-correlation grid ratio: 1
k mesh: 2 x 2 x 1, shifted by 0.5 0.5 0.5 of a step
self-consistency stop: 5e-08 eV per atom in the density residual
occupations: fixed
spin: none
net charge: 0

Cell vectors (angstrom)
a	15.4687	0	0
b	0	15.4687	0
c	0	0	31.0016

Atoms and the computed forces on them: element, x, y, z (angstrom), force x, y, z (eV/angstrom)
Si	15.2332	0.0424	23.4152	0.0036	-0.0048	0.0177
Si	4.24	-0.0179	23.4294	-0.0053	-0.0016	0.0354
Si	7.4517	-0.0224	23.4474	-0.0019	-0.0048	0.0345
Si	12.1033	0.0038	23.6721	-0.0088	-0.0172	0.0256
Si	15.1259	3.8323	23.4695	0.0066	0.0071	0.0162
Si	4.1863	3.8408	23.4672	-0.0088	0.0024	0.0228
Si	7.3153	3.7971	23.6072	0.006	-0.0033	0.0218
Si	11.9875	3.7612	23.5512	-0.0072	0.0169	0.0222
Si	15.0622	7.8349	23.539	0.0041	0.0013	0.0226
Si	4.2156	7.8434	23.6273	-0.0057	-0.0019	0.0206
Si	7.3249	7.8119	23.6677	0.0071	0.0018	0.0188
Si	11.9093	7.7535	23.4858	-0.0066	-0.0055	0.0303
Si	0.2553	11.6547	23.3535	-0.0026	0.0052	0.026
Si	3.4564	11.7116	23.4523	0.0042	0.001	0.0281
Si	8.0374	11.7632	23.4493	0.0016	0.0003	0.0289
Si	11.2226	11.4622	23.4777	0.0027	0.0081	0.0299
Si	0.0172	1.9357	24.823	0.0054	0.0045	-0.0011
Si	3.9072	1.9119	24.7943	0.0043	0.001	-0.007
Si	7.7015	1.8763	24.8715	-0.0033	0.0039	-0.0054
Si	11.7213	1.9123	24.9726	-0.0008	-0.0041	0.0002
Si	-0.0347	5.8188	24.763	-0.001	0.0003	-0.0069
Si	3.8575	5.8052	24.7952	0.0009	0.0023	-0.0097
Si	7.6828	5.7939	24.8486	0.0001	0.0041	-0.0041
Si	11.6116	5.7716	24.7763	0.002	-0.0011	-0.0104
Si	-0.0703	9.7652	24.8162	-0.006	-0.0065	-0.0044
Si	3.8449	9.7897	24.856	-0.0046	-0.0035	-0.0012
Si	7.6501	9.8027	24.8337	-0.0047	-0.0079	-0.0028
Si	11.5205	9.6193	24.8917	-0.0039	0.0008	0.0012
Si	0.0335	13.5612	24.7533	0.0049	-0.0023	-0.0037
Si	3.854	13.5769	24.8357	0.0025	0.0005	-0.0039
Si	7.7829	13.5914	24.8792	0.0056	0.0002	0.0013
Si	11.6676	13.4446	24.7882	0.0016	0.0058	-0.0063
Si	1.9639	1.9292	26.1753	-0.0017	0.0014	0.0011
Si	5.7899	1.9089	26.2419	-0.0013	0.0047	0.0093
Si	9.6829	1.9266	26.2001	-0.0008	0.0002	0.005
Si	13.6261	1.9358	26.2899	-0.0013	0.0005	0.0113
Si	1.9091	5.8015	26.1629	0.0018	0.0022	0.0041
Si	5.7645	5.7916	26.2279	-0.0008	0.0001	0.0132
Si	9.6652	5.7955	26.1706	0.0006	-0.0016	0.0054
Si	13.5275	5.7989	26.1978	-0.0017	-0.0013	0.0082
Si	1.8871	9.6731	26.1948	0.0088	-0.0041	0.0022
Si	5.7607	9.731	26.2355	0.0032	0.0022	0.0057
Si	9.5859	9.6573	26.2232	0.0028	-0.0048	0.0057
Si	13.4906	9.7041	26.2184	-0.0015	0.0019	0.0067
Si	1.9257	13.5627	26.2014	-0.0043	0.004	0.0019
Si	5.8083	13.5157	26.203	-0.0008	-0.0025	0.0044
Si	9.7346	13.5571	26.2053	-0.0027	0.0016	0.0039
Si	13.5811	13.5013	26.1838	-0.0067	-0.0051	0.0022
Si	1.9336	0	27.5834	-0.058	0.1502	-0.0934
Si	5.8008	0	27.5834	-0.1308	-0.2868	0.0953
Si	9.6679	0	27.5834	0.1712	0.0685	0.0147
Si	13.5351	0	27.5834	0.1364	-0.3836	0.0332
Si	1.9336	3.8672	27.5834	0.0132	0.0316	-0.3905
Si	5.8008	3.8672	27.5834	-0.0752	-0.0875	0.0913
Si	9.6679	3.8672	27.5834	0.0013	0.0297	-0.2532
Si	13.5351	3.8672	27.5834	0.1938	0.2734	0.2367
Si	1.9336	7.7343	27.5834	-0.095	-0.0522	-0.3209
Si	5.8008	7.7343	27.5834	-0.1023	0.1543	-0.1692
Si	9.6679	7.7343	27.5834	-0.1878	-0.1844	-0.1313
Si	13.5351	7.7343	27.5834	0.0156	0.0596	-0.2105
Si	1.9336	11.6015	27.5834	-0.0736	0.0872	-0.2222
Si	5.8008	11.6015	27.5834	-0.0338	0.2909	0.4153
Si	9.6679	11.6015	27.5834	0.0324	0.0773	-0.1494
Si	13.5351	11.6015	27.5834	0.0584	0.1161	0.1959
Si	0	0	28.9506	-0.0172	-0.0498	0.0073
Si	3.8672	0	28.9506	0.0339	-0.0614	-0.0076
Si	7.7343	0	28.9506	-0.0124	-0.0551	-0.0398
Si	11.6015	0	28.9506	-0.0264	0.023	-0.0157
Si	0	3.8672	28.9506	-0.0638	0.0657	0.0081
Si	3.8672	3.8672	28.9506	0.0355	-0.0051	-0.0188
Si	7.7343	3.8672	28.9506	-0.0219	0.0114	-0.032
Si	11.6015	3.8672	28.9506	0.0079	-0.0294	-0.0359
Si	0	7.7343	28.9506	0.0062	-0.006	-0.0214
Si	3.8672	7.7343	28.9506	0.0312	0.0403	-0.0319
Si	7.7343	7.7343	28.9506	0.0255	-0.0667	-0.0141
Si	11.6015	7.7343	28.9506	0.0205	0.0353	-0.0434
Si	0	11.6015	28.9506	-0.014	-0.0049	-0.0088
Si	3.8672	11.6015	28.9506	0.0524	0.066	-0.0146
Si	7.7343	11.6015	28.9506	-0.0239	0.0875	-0.0195
Si	11.6015	11.6015	28.9506	0.008	0.0705	-0.0292
Si	0	1.9336	30.3179	-0.0145	-0.0017	0.0034
Si	3.8672	1.9336	30.3179	-0.0333	-0.0009	-0.016
Si	7.7343	1.9336	30.3179	0.0149	0.0017	-0.0034
Si	11.6015	1.9336	30.3179	0.0287	-0.0079	0.0038
Si	0	5.8008	30.3179	0.0486	-0.0055	0.007
Si	3.8672	5.8008	30.3179	-0.0227	-0.015	-0.0134
Si	7.7343	5.8008	30.3179	-0.0316	0.0081	0.0071
Si	11.6015	5.8008	30.3179	-0.0081	-0.0015	-0.0196
Si	0	9.6679	30.3179	0.0251	0.0105	0.0016
Si	3.8672	9.6679	30.3179	-0.038	0.0047	-0.0146
Si	7.7343	9.6679	30.3179	0.0216	0.0077	-0.0055
Si	11.6015	9.6679	30.3179	0.0065	0.0166	-0.0071
Si	0	13.5351	30.3179	0.0304	0.003	0.0189
Si	3.8672	13.5351	30.3179	-0.0671	0.0028	0.0098
Si	7.7343	13.5351	30.3179	0.0133	-0.025	0.018
Si	11.6015	13.5351	30.3179	-0.0153	-0.0426	0.0002
Si	1.9336	1.9336	0.6835	0.0476	-0.0004	-0.0007
Si	5.8008	1.9336	0.6835	-0.0489	-0.0026	-0.0109
Si	9.6679	1.9336	0.6835	0.0339	-0.0011	0.0021
Si	13.5351	1.9336	0.6835	-0.0123	0.0059	0.0079
Si	1.9336	5.8008	0.6835	0.0368	0.0265	0.0158
Si	5.8008	5.8008	0.6835	-0.016	-0.0068	0.0026
Si	9.6679	5.8008	0.6835	-0.0033	-0.0124	-0.0013
Si	13.5351	5.8008	0.6835	-0.0197	-0.0127	-0.0021
Si	1.9336	9.6679	0.6835	0.0488	-0.0158	0.007
Si	5.8008	9.6679	0.6835	-0.0447	0.0007	-0.0056
Si	9.6679	9.6679	0.6835	0.0099	-0.0017	-0.0004
Si	13.5351	9.6679	0.6835	0.0084	-0.0016	0.0031
Si	1.9336	13.5351	0.6835	0.0425	-0.0013	0.0144
Si	5.8008	13.5351	0.6835	-0.0083	-0.0034	-0.0127
Si	9.6679	13.5351	0.6835	0.0324	0.0445	-0.0033
Si	13.5351	13.5351	0.6835	-0.0467	0.0262	-0.0144
Si	1.9336	0	2.0507	-0.0396	-0.0236	0.0351
Si	5.8008	0	2.0507	0.0316	0.0246	0.0132
Si	9.6679	0	2.0507	-0.03	-0.082	0.0218
Si	13.5351	0	2.0507	0.0575	-0.0573	-0.0106
Si	1.9336	3.8672	2.0507	-0.0574	-0.0451	0.0013
Si	5.8008	3.8672	2.0507	0.0155	-0.0217	0.0204
Si	9.6679	3.8672	2.0507	-0.0373	0.0193	-0.0019
Si	13.5351	3.8672	2.0507	-0.0092	0.0505	0.0119
Si	1.9336	7.7343	2.0507	-0.0501	0.0264	0.0209
Si	5.8008	7.7343	2.0507	0.015	-0.0036	0.0218
Si	9.6679	7.7343	2.0507	-0.0133	0.0465	0.0359
Si	13.5351	7.7343	2.0507	0.0335	0.0073	0.0264
Si	1.9336	11.6015	2.0507	-0.033	-0.0208	0.0441
Si	5.8008	11.6015	2.0507	0.0549	0.0336	0.0071
Si	9.6679	11.6015	2.0507	0.002	-0.0552	0.0439
Si	13.5351	11.6015	2.0507	0.0013	-0.0179	0.0162
Si	0	0	3.418	-0.1676	-0.2888	-0.3378
Si	3.8672	0	3.418	0.0343	-0.1054	0.2621
Si	7.7343	0	3.418	-0.013	0.0401	-0.2382
Si	11.6015	0	3.418	-0.0057	-0.0255	0.1328
Si	0	3.8672	3.418	0.1667	0.0045	-0.1981
Si	3.8672	3.8672	3.418	0.0418	-0.0845	0.2307
Si	7.7343	3.8672	3.418	0.0667	-0.0374	-0.209
Si	11.6015	3.8672	3.418	0.0609	0.189	0.0375
Si	0	7.7343	3.418	0.0836	-0.0352	-0.1848
Si	3.8672	7.7343	3.418	0.1002	0.0603	0.3859
Si	7.7343	7.7343	3.418	-0.0378	0.1843	0.0608
Si	11.6015	7.7343	3.418	-0.0257	0.0782	0.3152
Si	0	11.6015	3.418	0.0402	-0.0429	0.0966
Si	3.8672	11.6015	3.418	0.0214	0.061	0.4467
Si	7.7343	11.6015	3.418	-0.2237	-0.0556	-0.0222
Si	11.6015	11.6015	3.418	0.0687	-0.2744	0.1217
Si	-0.0203	1.9088	4.7284	-0.0066	0.0051	-0.0039
Si	3.8833	1.92	4.8099	-0.0054	0.002	-0.0046
Si	7.7754	1.9322	4.7617	0.0045	0.0076	-0.0079
Si	11.6085	1.9516	4.7769	0.0008	-0.0026	-0.0005
Si	0.0765	5.8	4.7625	-0.0023	-0.0059	-0.0137
Si	3.9134	5.7909	4.8106	-0.0051	-0.0019	-0.0017
Si	7.7832	5.7974	4.7578	-0.0087	-0.0003	-0.0082
Si	11.6434	5.8051	4.8154	-0.0052	-0.0003	-0.0052
Si	-0.0009	9.6469	4.7831	0.0052	-0.0009	-0.0139
Si	3.8862	9.6756	4.8387	-0.0039	-0.0013	-0.0039
Si	7.6872	9.683	4.8136	0.0049	0.0029	-0.0139
Si	11.5932	9.6639	4.8469	-0.0026	0.0008	-0.005
Si	-0.0219	13.5374	4.7925	0.0028	-0.0015	-0.0047
Si	3.8296	13.5428	4.8491	-0.0023	-0.0006	-0.0006
Si	7.6671	13.5441	4.7596	0.0069	-0.0041	-0.0099
Si	11.5885	13.5119	4.7792	0.0024	0.0015	-0.0055
Si	1.8841	1.8312	6.0925	-0.002	0.005	-0.0013
Si	5.8642	1.9145	6.1428	0.0058	-0.0028	0.0078
Si	9.7073	2.008	6.1581	-0.0011	-0.0042	0.0035
Si	13.5384	1.9204	6.1159	0.0039	-0.0033	0.0015
Si	1.9909	5.7756	6.1917	0.004	-0.0003	0.0056
Si	5.8815	5.7794	6.1507	0.0069	0.0041	0.0051
Si	9.69	5.8341	6.1653	0.0006	0.0038	0.0068
Si	13.6334	5.7578	6.1295	0.0081	0.0005	0.0045
Si	1.9269	9.6486	6.1717	-0.0043	-0.0031	0.0047
Si	5.788	9.6856	6.2983	0.0016	0.0021	0.0109
Si	9.6103	9.738	6.1968	-0.003	-0.005	0.0087
Si	13.5662	9.5668	6.2081	0.001	0.001	0.0079
Si	1.8743	13.5492	6.2393	-0.0074	-0.0037	0.0092
Si	5.7764	13.5563	6.2264	-0.0013	0.0005	0.008
Si	9.617	13.5429	6.0654	-0.009	0.0019	0.001
Si	13.4993	13.4489	6.1624	0.0032	0.0015	0.0007
Si	1.4639	0.021	7.5929	0.0133	-0.0137	-0.0308
Si	6.2668	0.0285	7.5164	-0.0172	-0.0064	-0.0209
Si	9.4508	0.0137	7.36	0.0172	0.0112	-0.0225
Si	13.7486	-0.039	7.3945	-0.0096	0.0044	-0.0321
Si	1.5855	3.7467	7.3497	-0.0053	0.0143	-0.025
Si	6.2584	3.8256	7.4403	-0.0055	0.0012	-0.0259
Si	9.4107	3.9331	7.539	0.0041	-0.0043	-0.0294
Si	13.9297	3.8304	7.4494	-0.0045	-0.0072	-0.035
Si	1.7645	7.7195	7.5433	0.0039	-0.0049	-0.0245
Si	6.1719	7.6706	7.5311	-0.0057	0.002	-0.0273
Si	9.327	7.7745	7.4611	0.001	0.0039	-0.0291
Si	14.0625	7.609	7.5091	-0.0088	0.0041	-0.024
Si	1.5161	11.5705	7.4837	0.0027	0.009	-0.0352
Si	6.0547	11.6736	7.6401	-0.0041	-0.0027	-0.025
Si	9.2231	11.7181	7.4899	0.0024	-0.0081	-0.028
Si	13.8264	11.5025	7.5069	-0.004	0.0019	-0.0287
O	0.0418	3.8213	7.9667	0.0002	0.001	0.0091
O	7.8193	3.8839	8.0167	0.0012	-0.0042	0.0066
O	0.1756	7.7163	7.9929	0.0061	0.003	0.0029
O	7.7597	7.7244	8.0257	0.0013	-0.0009	0.0041
O	-0.1534	-0.0195	7.8669	-0.0018	0.0048	0.0081
O	7.8796	-0.0052	7.8212	0.0074	-0.0006	-0.0006
O	5.8482	-0.0308	22.9657	0.0012	0.0064	-0.0197
O	13.6234	0.0066	22.9773	-0.0013	-0.0025	0.0006
O	13.5422	3.8199	22.9626	-0.0002	0.0024	-0.004
O	5.7753	3.8601	22.984	-0.0009	0.0042	-0.0041
O	9.6331	11.6033	22.9558	0.0034	-0.0014	-0.0161
O	1.8716	11.6264	22.9116	-0.0026	-0.0036	-0.0112
O	5.7771	7.7882	23.0628	0	-0.0077	0.0027
O	13.4934	7.8	22.9861	0.002	-0.0052	-0.009
O	-0.0613	11.5591	8.0318	0.0009	0.003	0.0106
O	7.6638	11.6711	8.0938	-0.0003	-0.0008	0.0045
O	5.1283	11.808	9.028	-0.0097	0.0032	0.0171
O	10.2172	11.9958	8.7747	0.007	0.0015	0.0103
O	10.2654	-0.0387	8.7835	0.0008	0.0006	0.0145
O	5.3246	3.6407	8.7824	0.004	-0.0043	0.0085
O	2.5016	11.5177	8.7986	0.0075	0.003	0.0177
O	2.6627	7.7577	8.9462	0.0039	0.0013	0.0175
O	5.7012	0.098	9.0693	0.0067	0.0027	0.0189
O	12.8328	11.412	8.8234	-0.0052	-0.0004	0.0136
O	2.0251	15.623	9.1524	-0.0032	-0.0031	0.0214
O	13.0039	3.8642	8.8042	-0.0067	-0.0012	0.0171
O	2.6124	3.3716	8.5727	0.0052	-0.0104	0.0081
O	13.2815	7.3245	8.9276	-0.0039	-0.0002	0.0157
O	10.369	7.7665	8.7384	0.0058	0.0019	0.0141
O	5.2893	7.4719	8.9145	-0.0024	-0.0034	0.0155
O	10.3369	4.032	8.9126	0.0053	-0.0006	0.017
O	12.9031	-0.0246	8.8033	-0.0067	-0.0001	0.017
O	4.3973	11.9463	22.1182	0.0069	0.0014	-0.0168
O	0.6783	0.1142	22.023	0.0039	-0.0004	-0.0141
O	3.2756	3.6685	22.0839	-0.0017	-0.0019	-0.0106
O	7.0776	12.1756	22.1498	-0.0045	0.0012	-0.0152
O	14.7829	11.7365	21.9672	-0.0054	0.0004	-0.0145
O	11.0125	0.2303	22.4926	-0.0019	0.0014	-0.0148
O	8.3012	3.4689	22.3282	0.0059	-0.0032	-0.0085
O	8.3486	7.9859	22.4014	0.0038	0.0001	-0.0104
O	11.0101	3.5343	22.2367	-0.0043	-0.0045	-0.0145
O	8.4136	15.3286	22.0888	0.0114	-0.0002	-0.0162
O	11.002	7.8671	22.096	-0.0069	-0.0011	-0.0162
O	3.3256	15.3539	22.0435	-0.0074	-0.0007	-0.0174
O	0.5378	8.0691	22.1955	0.004	0.0029	-0.0111
O	3.252	8.1012	22.3172	-0.0021	0.0017	-0.0082
O	0.5768	3.6506	22.0956	0.0021	-0.0012	-0.0099
O	12.2133	11.0851	22.2014	0.0015	-0.0016	-0.0153
Si	12.3911	2.4067	14.6013	0.0032	-0.0004	-0.0015
Si	14.4083	9.9975	12.0533	0.0011	-0.0038	-0.0033
Si	10.0774	1.1945	15.6906	-0.0011	-0.0004	-0.0002
Si	2.0737	1.0005	13.0764	-0.0055	0.0034	0.0008
Si	2.3589	9.133	16.258	0.0004	-0.0011	0.0005
Si	12.0086	10.4141	14.1287	0.0011	-0.0009	0.0047
Si	9.7977	10.7142	18.5549	0.0028	-0.0011	0.0046
Si	6.898	7.6975	17.7379	0.0003	-0.0013	0.0023
Si	5.7189	12.2731	21.2206	-0.0021	-0.0029	0.0157
Si	13.3818	11.5008	21.1209	-0.0004	0.0014	0.0136
Si	1.9172	4.3232	21.4391	0	0.0045	0.0124
Si	11.6894	3.5433	9.7065	0.0007	0.0057	-0.0105
Si	3.2775	10.9773	12.7316	0.0128	0.0038	-0.0095
Si	4.5604	2.0963	11.9751	-0.0041	-0.0012	-0.0056
Si	2.149	14.596	10.4294	0.0031	0.0073	-0.0095
Si	6.9434	1.849	18.4899	0.001	0.0016	0.0034
Si	5.6742	11.7185	14.2794	-0.0254	0.0053	-0.0142
Si	1.9384	7.4665	21.6175	-0.0038	-0.0043	0.0153
Si	11.6542	5.8338	17.1051	0.002	-0.0009	0.0018
Si	10.5522	8.3741	10.2468	0.0005	-0.0013	-0.0123
Si	15.2543	13.031	11.6755	0.0011	0.0036	-0.0019
Si	9.6136	4.0938	21.6038	0	0.0054	0.0181
Si	12.9914	8.3883	16.1408	-0.0019	0.0009	0.0022
Si	7.4732	13.3594	12.3569	0.0021	0.0003	-0.0026
Si	7.411	2.6217	12.0008	-0.0007	-0.0036	-0.0012
Si	9.5596	7.2758	21.5985	0.0036	-0.001	0.016
Si	11.4411	11.4208	9.6856	-0.002	0.001	-0.0117
Si	4.0886	3.62	17.1517	-0.0023	0.002	0.0002
Si	5.3355	8.7544	15.1862	-0.0002	-0.0024	0.0002
Si	0.0966	8.2579	14.3007	0.0007	-0.003	-0.0023
Si	7.6493	0.5323	14.1182	-0.0008	-0.0015	-0.0029
Si	11.8472	14.7708	17.236	0.002	-0.0011	0.0036
Si	15.3357	2.8763	13.7093	0.0021	-0.0022	-0.0023
Si	9.7701	7.7936	18.5644	-0.001	-0.0024	0.0063
Si	8.6778	5.2785	12.9345	0.0007	0.0013	0.0001
Si	9.898	15.3548	21.3845	0.0022	0.0005	0.0129
Si	5.1542	1.2273	15.8428	-0.004	-0.0015	-0.0027
Si	14.3518	0.8958	18.0949	-0.0007	0.0005	0.0011
Si	6.3628	0.2276	10.5632	-0.0065	-0.0023	-0.0155
Si	9.8222	2.2732	19.25	0.0013	0.0016	0.0073
Si	3.8676	3.8531	9.4739	0.0015	0.0029	-0.0027
Si	11.8273	13.2283	14.8017	0.0023	0.0001	-0.0005
Si	5.4665	14.85	19.2328	-0.0009	-0.0005	0.0073
Si	9.0016	11.0081	13.2998	0.0001	-0.0002	-0.0018
Si	6.725	4.7153	17.8726	-0.0016	0.0023	0.0036
Si	13.3826	7.5865	10.5312	-0.0003	-0.0026	-0.0115
Si	11.5736	0.378	9.648	-0.0003	-0.0045	-0.0153
Si	6.6721	10.4737	18.9019	-0.0018	-0.0036	0.0057
Si	1.4783	4.6886	18.3038	-0.002	-0.0006	0.0042
Si	3.9294	7.0247	9.703	-0.0003	-0.0007	-0.0028
Si	1.2313	12.5645	14.2439	0.0002	0.0017	0.0007
Si	2.6091	14.8717	15.6625	-0.0018	0.0021	-0.0008
Si	12.2598	13.7191	11.6781	-0.0036	0.0023	-0.0034
Si	0.7518	2.4483	16.6595	0.0005	0.001	-0.001
Si	11.2885	13.0468	19.7526	0.0022	-0.0004	0.0076
Si	3.0946	1.4909	18.7648	-0.0056	0.0015	0.0034
Si	1.1902	7.6904	18.7037	0.0018	-0.0026	0.0082
Si	2.013	0.0368	21.0706	-0.0003	-0.0018	0.0113
Si	11.6659	4.7702	12.6722	-0.0003	-0.0009	-0.0018
Si	12.5572	3.1031	17.7886	0.003	-0.0007	0.0025
Si	4.8751	8.2805	12.364	-0.0096	-0.0024	-0.0099
Si	3.6785	12.1296	9.7463	0.006	-0.0061	-0.0044
Si	9.1961	4.3068	15.8561	0.0015	0.0012	0.001
Si	9.1755	12.2872	15.9862	0.0013	0.0006	-0.0019
Si	14.4421	5.7913	12.7917	0.0023	-0.0003	-0.0007
Si	7.9285	8.2509	12.1001	-0.0027	-0.0002	-0.0049
Si	6.4749	12.8225	16.977	-0.0004	0.0041	0.0028
Si	0.5661	11.5912	16.9942	-0.0018	0.0015	0.0007
Si	14.1666	9.6893	18.5692	-0.0036	-0.002	0.0038
Si	1.1413	14.27	18.5152	0.0009	-0.0006	0.0071
O	13.7618	2.3544	18.6475	-0.0018	-0.0051	-0.003
O	12.5612	14.2067	15.8741	-0.005	-0.0024	0.0021
O	10.638	0.3532	16.9738	0.0008	0.0003	-0.0032
O	0.8783	13.5545	10.5705	-0.0043	0.0005	0.0057
O	0.7623	1.9146	12.7334	0.0018	-0.0015	0.0031
O	8.4367	11.4509	14.7844	0.0018	0.0014	0.0067
O	1.9438	14.723	17.1533	-0.0002	-0.0009	0
O	7.0417	14.2312	11.0036	-0.0004	0.0005	0.0071
O	5.3865	4.5764	16.9538	0.0008	-0.0007	0.0006
O	5.533	13.7425	20.4662	0.0012	0.0029	-0.0101
O	11.7911	7.5871	11.013	0.003	0.0017	0.0042
O	6.2213	7.9016	16.2648	-0.0014	-0.0012	0.0002
O	8.3073	9.567	12.9978	0.0006	-0.0001	0.0009
O	6.1257	0.9313	14.5633	0.0011	0.0035	0.0019
O	2.7852	4.6191	17.2832	0.001	0	0.0001
O	2.4585	13.4237	14.9122	-0.0003	0.0034	-0.0033
O	9.2013	7.5467	20.0553	-0.0001	0.0016	-0.0078
O	11.5409	15.0369	11.0548	0.0009	-0.0035	0.0085
O	8.569	1.8033	18.3127	-0.0029	0.0007	0.0024
O	8.7056	0.419	15.3313	0.0002	0.0019	0.0008
O	11.9147	4.3035	11.1268	-0.0015	-0.0018	0.0038
O	4.0759	7.3477	11.2927	0.0092	0.0061	0.0096
O	7.7197	14.5153	13.4692	0.0004	0.0001	-0.0012
O	10.593	10.7153	13.3979	-0.0061	-0.0007	0.0002
O	1.5525	8.5222	14.9733	-0.0026	0.0017	0.0022
O	14.9917	11.4198	11.5192	0.0004	0.0005	-0.0014
O	5.8221	11.0464	20.1546	-0.0015	0.0016	-0.0036
O	1.7826	11.2905	13.3438	0.0151	0.0011	-0.0064
O	7.3604	1.5773	10.6873	-0.0011	0.0049	0.0068
O	9.5643	5.6839	21.8674	-0.0008	-0.0021	-0.0097
O	3.9243	9.1924	15.869	0.0017	-0.0045	0.0011
O	4.1248	11.7487	13.858	0.008	-0.0172	-0.0203
O	13.623	10.3437	19.972	0.0013	-0.0015	-0.0073
O	1.9069	4.2053	19.8131	0.0025	-0.0011	-0.011
O	0.7631	12.7261	18.1633	-0.001	0.0021	-0.0026
O	10.0497	1.0612	20.2906	-0.0027	0.0017	-0.0041
O	0.7294	3.0413	15.1198	0.0011	-0.0075	0.0037
O	11.5617	1.9554	10.0091	-0.0016	0.001	0.0068
O	6.3427	12.3124	12.902	-0.0113	-0.0062	0.0122
O	6.3584	8.5617	11.6691	-0.0039	0.0002	0.0047
O	12.4645	11.7377	14.9738	-0.0019	-0.0015	-0.0041
O	1.92	5.8754	21.9125	0.0001	-0.0003	-0.0096
O	4.1428	-0.0705	15.8869	0.0001	0.0021	-0.001
O	10.2594	5.5782	12.6963	-0.0021	-0.0014	0.0006
O	5.8146	12.7943	15.4943	-0.0017	-0.0057	-0.0071
O	6.0504	10.1609	14.6884	-0.0035	0.0031	-0.0025
O	11.1427	2.5716	18.374	-0.0022	-0.0011	-0.003
O	9.0819	8.2042	10.9374	-0.0037	0.0002	0.0075
O	8.1073	4.6139	17.0233	0.0007	-0.0009	-0.0027
O	12.5927	4.7345	17.8823	-0.0029	-0.0009	-0.0042
O	12.6534	2.7748	16.1798	0.0022	-0.0015	-0.0013
O	8.2708	10.6792	19.1209	0.0015	0.0016	-0.0014
O	13.0084	8.9515	17.6799	0.0047	0.0021	-0.001
O	15.12	4.2981	12.9055	-0.003	0.0044	0.0003
O	1.8515	0.4126	14.5999	0.0014	-0.003	-0.0054
O	9.65	2.7508	15.9132	-0.0022	-0.0033	-0.0021
O	11.9111	9.1617	15.1743	0.0008	0.0011	-0.0052
O	8.4721	4.7064	14.4504	-0.0001	0.0002	-0.002
O	5.169	7.732	13.8945	-0.0029	0.0041	-0.0036
O	14.0628	9.0609	10.7625	0.0019	-0.002	0.0061
O	3.6573	5.4339	9.7092	-0.0017	0.0027	0.0046
O	10.2511	13.2572	15.2536	-0.0005	0.0017	-0.0018
O	13.8638	13.8289	11.4124	-0.0018	-0.0009	0.0026
O	4.0214	0.1123	18.8732	0.0032	-0.0007	-0.0013
O	2.1783	8.1225	17.5056	-0.0011	-0.0005	-0.0014
O	6.4916	0.6502	19.5417	-0.0032	0.0016	-0.0063
O	15.4822	9.2364	13.006	-0.0018	0.0023	-0.0021
O	9.9006	11.2674	17.0233	0.0018	0.0006	0.0007
O	14.7335	10.8146	17.5478	0.0017	0.0003	-0.0031
O	2.1951	1.4158	20.1472	-0.0001	-0.0033	-0.0051
O	10.5461	5.1889	16.0976	-0.0022	-0.0016	0.0013
O	9.5196	3.6826	20.0366	0.0003	-0.0042	-0.0089
O	12.871	5.7169	13.2507	0.0018	-0.0021	-0.001
O	3.8069	2.9379	10.805	0.0012	0.0066	0.0004
O	4.1994	2.5788	15.8622	0.0025	-0.001	-0.0006
O	8.5207	7.7965	17.5092	-0.0021	0.0024	0.0001
O	13.0485	10.1647	12.9206	0.0004	-0.0047	0.0054
O	3.5172	11.4578	11.2063	0.0003	-0.0047	0.0379
O	3.4892	13.7292	10.0329	-0.006	-0.005	0.005
O	0.7682	6.1437	18.4059	0.0021	0.0021	-0.0022
O	11.6651	12.3685	10.9859	0.0001	0.006	0.004
O	11.961	13.7318	13.2737	0.0003	0.0007	-0.0039
O	8.7572	12.2889	12.2459	-0.0043	-0.003	0.0002
O	5.8554	14.0045	17.8894	0	0.0014	0.0001
O	2.0903	7.7956	20.0478	-0.001	0	-0.0112
O	15.3318	8.5976	18.9024	-0.0007	0.0004	-0.0038
O	10.6528	11.5599	19.6357	-0.0008	0.0031	-0.0043
O	8.0733	13.1433	16.8232	0.0002	-0.0037	0.0005
O	11.3011	13.609	18.2267	0.0007	0.0008	0.0011
O	15.3455	6.7227	13.784	-0.0014	-0.0003	-0.0001
O	5.8648	2.964	12.45	0.0037	-0.0032	0.0006
O	8.1791	1.7344	13.1431	-0.0022	0.0039	-0.0012
O	6.6798	3.4375	18.9246	-0.0006	-0.005	-0.0038
O	8.1603	4.0897	11.8826	-0.0009	-0.0015	0.0015
O	14.4606	8.579	15.4574	-0.0014	0.0024	-0.0017
O	12.6008	6.8102	16.2098	-0.0029	-0.0011	0.0005
O	6.2163	11.3296	17.5881	-0.0007	-0.002	-0.0034
O	5.0861	0.595	11.5352	0.0005	0.0037	0.0009
O	2.0922	1.8011	17.4393	0.0002	0.0005	0.0044
O	3.7505	9.4328	12.6688	0.0034	0.0202	-0.0097
O	0.3022	13.4109	13.1911	-0.0024	-0.0012	-0.0011
O	12.8094	12.8765	20.3869	-0.0026	0.0018	-0.0082
O	14.3312	6.4568	11.2789	-0.0027	0.0016	0.0059
O	11.5978	3.514	13.702	0.0013	0.0016	0.0015
O	1.869	10.6121	16.7882	-0.001	-0.0021	0.0009
O	15.0789	1.2771	16.6758	-0.0016	0.0007	0.0006
O	7.9263	6.7366	12.7749	0	-0.0019	-0.0006
O	10.8776	6.6616	18.2625	-0.0018	-0.0003	-0.0011
O	1.9159	14.2525	19.9832	-0.0026	0.003	-0.0116
O	6.3456	8.8865	18.7208	0.0013	0.0014	-0.003
O	6.6145	6.2461	18.4704	0	-0.0017	-0.0064
O	4.134	2.7451	18.5764	-0.0033	-0.0009	-0.0012
O	0.3583	3.7145	17.6271	0.0045	0.0005	-0.0011
O	11.3195	1.1509	14.5882	-0.0007	0.0044	0.0027
O	6.2197	1.4445	17.0778	0.0006	-0.0018	-0.0028
O	11.0035	9.9403	10.1923	-0.0009	0.0026	0.0064
O	10.2822	13.925	20.6939	0.0003	-0.0003	-0.008
O	2.2656	15.3878	11.8563	0.0022	-0.0014	0.0039
O	3.455	1.8851	13.1514	-0.0003	-0.002	0.0012
O	15.421	15.373	18.8543	0.0006	0.0018	-0.0044
O	10.4738	9.2458	18.5242	-0.0013	-0.0007	-0.0044
O	13.0288	0.0055	18.0503	-0.0001	-0.0004	-0.0007
O	13.871	2.1603	13.9424	-0.0036	0.0017	0.0014
O	0.2376	12.1543	15.4886	0.0031	0.0003	0.0013

Results
free energy: -264123.651 eV
free energy less fixed offsets of O -462.48, Si -704.48 eV per atom: -3.331 eV

The program warned: the cutoff lies below the one the program advises for these potential files; the forces do not sum to zero within the program's tolerance; the exchange-correlation potential is rough where the density is thin.
